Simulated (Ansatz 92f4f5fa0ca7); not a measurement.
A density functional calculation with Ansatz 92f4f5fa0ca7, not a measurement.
Periodic cell of 210 atoms, Si128O78B4, from a study of silicon, its oxide and their interface. The atomic structure is a simulated model.
Doubt: the cutoff is far below the 930 eV that the study's wrapper takes by default for these files, so forces and energies are approximate.
This geometry differs little from another in the collection (a relaxation step or a small displacement).

Settings
functional: PBE
potential files: Ansatz PAW
basis: plane waves
wave-function cutoff: 580 eV
density cutoff ratio: 5
exchange-correlation grid ratio: 1
k mesh: 1 x 1 x 1, Gamma-centred
self-consistency stop: 5e-08 eV per atom in the density residual
occupations: fixed
spin: none
net charge: 0

Cell vectors (angstrom)
a 10.938 0 0
b 0 10.938 0
c 0 0 31.2689

Atoms: element, x, y, z (angstrom)
B 9.9635 0.5837 24.7312
Si 5.701 10.5908 23.8845
Si 2.0407 2.8704 23.88
B 8.7559 1.843 24.7328
Si 0.1817 4.7315 23.853
Si 4.8182 5.8498 24.0008
Si 3.1245 7.5858 23.8432
Si 7.4884 8.7509 23.8039
Si 0.9506 1.2104 25.2033
Si 6.8277 1.385 25.0487
Si 3.8474 3.9952 25.1234
Si 9.4113 3.7493 25.198
Si 1.2414 6.6451 25.0082
Si 6.7029 6.8543 25.0851
Si 4.0028 9.4728 25.1025
Si 9.4547 9.5973 24.953
Si 2.6488 0.0085 26.4171
Si 8.2325 0.0673 26.4617
Si -0.0004 2.7619 26.6445
Si 5.4333 2.7499 26.4221
Si 2.6749 5.4889 26.5163
Si 8.1862 5.4485 26.401
Si -0.047 8.1993 26.3528
Si 5.4358 8.2249 26.5263
Si 4.1018 1.3673 27.8506
Si 9.5708 1.3673 27.8506
Si 1.3673 4.1018 27.8506
Si 6.8362 4.1018 27.8506
Si 4.1018 6.8362 27.8506
Si 9.5708 6.8362 27.8506
Si 1.3673 9.5708 27.8506
Si 6.8362 9.5708 27.8506
Si 0 0 29.2179
Si 5.469 0 29.2179
Si 2.7345 2.7345 29.2179
Si 8.2035 2.7345 29.2179
Si 0 5.469 29.2179
Si 5.469 5.469 29.2179
Si 2.7345 8.2035 29.2179
Si 8.2035 8.2035 29.2179
Si 1.3673 1.3673 30.5851
Si 6.8362 1.3673 30.5851
Si 4.1018 4.1018 30.5851
Si 9.5708 4.1018 30.5851
Si 1.3673 6.8362 30.5851
Si 6.8362 6.8362 30.5851
Si 4.1018 9.5708 30.5851
Si 9.5708 9.5708 30.5851
Si 2.7345 0 0.6835
Si 8.2035 0 0.6835
Si 0 2.7345 0.6835
Si 5.469 2.7345 0.6835
Si 2.7345 5.469 0.6835
Si 8.2035 5.469 0.6835
Si 0 8.2035 0.6835
Si 5.469 8.2035 0.6835
Si 4.1018 1.3673 2.0507
Si 9.5708 1.3673 2.0507
Si 1.3673 4.1018 2.0507
Si 6.8362 4.1018 2.0507
Si 4.1018 6.8362 2.0507
Si 9.5708 6.8362 2.0507
Si 1.3673 9.5708 2.0507
Si 6.8362 9.5708 2.0507
Si 0 0 3.418
Si 5.469 0 3.418
Si 2.7345 2.7345 3.418
Si 8.2035 2.7345 3.418
Si 0 5.469 3.418
Si 5.469 5.469 3.418
Si 2.7345 8.2035 3.418
Si 8.2035 8.2035 3.418
Si 1.4381 1.3598 4.939
Si 6.8763 1.3516 4.7343
Si 4.1057 4.1231 4.9028
Si 9.6145 4.0842 4.7249
Si 1.4039 6.7715 4.658
Si 6.8538 6.8095 4.8151
Si 4.0541 9.5449 4.7987
Si 9.6724 9.557 4.8315
Si 2.875 -0.0284 6.423
Si 8.3268 0.0945 6.1272
Si 0.1078 2.9331 6.2159
Si 5.6094 2.7076 6.1954
Si 2.8376 5.747 6.223
Si 8.3989 5.5408 6.1082
Si 0.4262 8.3605 6.0453
Si 5.4176 8.146 6.1422
Si 4.9797 0.7569 7.4844
Si 9.2006 2.0109 7.3774
Si 0.9805 4.8357 7.5051
Si 7.4563 3.7184 7.334
B 3.5103 7.669 6.6013
Si 10.1985 6.6759 7.2677
B 2.339 8.9687 6.5839
Si 6.6075 9.8635 7.2275
O 7.065 4.0222 8.9316
O 9.6054 1.8364 8.988
O 5.0834 1.0869 9.1208
O 7.2897 9.1505 8.5833
O 9.4806 7.4488 8.5691
O 1.3164 4.3146 9.0628
O 10.248 5.2982 22.5316
O 2.7127 2.0358 22.5758
O 2.9521 7.8393 22.1981
O 5.1863 5.5229 22.4165
O 4.958 0.4072 22.5707
O 7.9015 8.2363 22.2856
Si 4.5276 8.1982 14.4434
Si 4.1096 1.5936 21.8214
Si 3.9513 1.4267 15.2926
Si 5.8863 1.2357 10.5305
Si 8.0732 7.9023 9.2785
Si 7.2965 1.5226 14.6357
Si 5.7971 7.813 19.0363
Si 8.5554 10.577 18.8466
Si 4.97 4.4834 21.1968
Si 10.5943 2.8628 12.6258
Si 1.0991 5.0186 16.9302
Si 3.2033 8.2705 20.6496
Si 4.5991 9.873 17.0854
Si 9.3004 4.4917 18.4113
Si 8.3932 8.2083 20.7451
Si 6.4578 4.9602 18.6492
Si 1.0055 2.2664 15.4798
Si 2.8286 0.0395 19.4877
Si 4.6469 4.0197 11.5027
Si 0.3902 9.3354 15.8492
Si 9.1592 1.0926 10.3623
Si 9.2408 10.4873 14.1857
Si 6.8424 5.1846 10.0524
Si 7.4265 2.2313 17.7763
Si 8.8023 5.244 12.5375
Si 0.3862 0.561 17.8794
Si 2.3324 5.6044 19.7096
Si 5.0698 10.8851 13.1177
Si 10.3781 5.7115 20.9618
Si 1.6423 4.5062 10.6521
Si 9.6883 9.2703 11.2973
Si 7.0004 6.4655 14.87
Si 1.8641 7.1361 14.7084
Si 8.6074 8.5711 16.3251
Si 0.4149 6.8854 11.9343
Si 5.5447 3.8537 14.4509
O 9.8317 1.7669 11.6858
O 3.1157 3.9284 11.0033
O 4.2595 8.7647 15.949
O 0.1616 8.4355 11.4501
O 9.9741 0.4063 18.7413
O 0.8674 6.7454 13.4926
O 0.6627 3.6401 11.6125
O 8.6049 9.7757 20.2781
O 9.6965 4.5834 19.9922
O 3.4978 10.2539 18.1986
O 3.4062 7.0346 14.1902
O 8.4549 8.3351 10.7963
O 3.5588 4.7867 20.4136
O 4.771 0.3709 16.2705
O 9.7127 7.2028 20.6726
O 7.516 1.0893 10.4314
O 4.7984 8.2592 20.2664
O 3.9816 1.0196 13.6997
O 5.0244 2.9422 21.7262
O 4.471 9.3964 13.352
O 2.0583 4.9264 18.2512
O 7.9651 5.4007 18.2151
O 5.3145 5.2146 10.6139
O 6.8211 2.9351 13.9796
O 0.0827 1.6437 16.6851
O 1.6613 8.7 15.1028
O 7.2806 1.6751 16.2528
O 5.9833 7.5377 14.2209
O 9.5011 3.9312 13.198
O 5.3354 0.0642 11.5268
O 1.503 6.1143 10.9907
O 2.6066 7.2056 19.5567
O 6.4124 0.2988 13.9915
O 7.783 4.8427 11.3395
O 9.814 10.5246 10.2631
O 4.7491 4.3397 13.1092
O 1.0345 5.5768 20.6804
O 6.1375 5.13 15.3034
O 1.3165 3.8042 15.8851
O 5.5207 6.3135 18.3306
O 2.3833 1.4159 15.6661
O 7.4137 0.8439 18.7062
O 7.0763 6.623 9.3384
O 6.2652 4.7121 20.2461
O 8.2319 9.6037 15.1188
O 5.4725 2.6536 11.2048
O 7.2497 7.6346 19.743
O 10.4829 5.059 17.443
O 8.8083 1.1202 14.2016
O 6.2701 3.4068 18.0286
O 4.5849 2.9396 15.4211
O -0.1974 10.4369 14.8017
O 1.5653 0.9295 18.9491
O 8.0998 6.0683 13.7454
O 3.7865 1.072 20.3042
O 8.429 9.4034 17.7089
O 8.8759 2.9638 18.0254
O 2.4639 9.7251 20.4835
O 1.5356 6.3144 16.0626
O 9.9212 6.149 11.8034
O 7.7254 7.2098 16.143
O 5.7609 9.0595 17.9459
O 0.8085 10.0608 17.2293
O 10.1958 8.1881 16.1642
O 0.4538 2.2482 13.9321
O 9.2075 9.8518 12.7195

Results
free energy: -126348.313 eV
free energy less fixed offsets of B -154.04, O -568.88, Si -635.61 eV per atom: -1.433 eV

Forces (eV/angstrom), in the order of the atoms: element, x, y, z
B 0.0234 -0.0185 0.0055
Si -0.0079 -0.0181 -0.0155
Si 0.0143 0.016 -0.0182
B -0.0478 0.0077 0.0039
Si 0.0062 0.0094 -0.0234
Si -0.0061 0.0012 -0.0144
Si 0.0039 -0.0016 -0.0084
Si -0.0166 -0.0067 -0.0195
Si 0.0092 -0.0205 -0.0163
Si 0.0382 0.0248 0.0006
Si 0.0007 -0.002 0.007
Si -0.02 0.012 -0.0124
Si -0.0013 -0.0033 0.006
Si 0.0104 0.0106 0.0035
Si 0.0013 0.0056 0.0026
Si 0.0215 0.0127 0.0038
Si -0.0006 0 0.0048
Si 0.0365 0.0394 -0.0147
Si -0.029 -0.0263 0.0117
Si -0.0019 -0.0042 0.0044
Si -0.0014 -0.0006 0.0022
Si 0.0036 -0.0036 0.0072
Si -0.0069 -0.002 0.0038
Si -0.0018 0.0002 -0.0038
Si -0.2285 -0.1393 -0.5598
Si 0.0562 0.0415 1.0347
Si 0.3168 0.4922 0.979
Si -0.2519 0.1215 -0.4749
Si -0.1307 0.011 0.3079
Si -0.1162 -0.105 -0.7044
Si -0.2918 -0.312 -0.5524
Si 0.0306 0.1098 0.2573
Si -0.1716 -0.0304 -0.019
Si 0.1013 0.0427 -0.0987
Si -0.002 0.0787 -0.0021
Si -0.0004 -0.1659 -0.0398
Si 0.0989 -0.05 0.0087
Si -0.011 -0.0164 -0.0386
Si -0.012 -0.1226 -0.0425
Si 0.0701 0.0558 -0.1204
Si 0.0216 -0.0133 -0.0295
Si -0.1186 0.0783 0.0431
Si -0.0189 -0.0787 0.025
Si -0.0571 0.0591 0.016
Si -0.114 0.0248 0.0369
Si -0.1042 -0.0151 -0.0205
Si -0.0408 -0.0663 0.0157
Si 0.0417 -0.1119 0.0264
Si -0.0157 0.0791 -0.0124
Si 0.0599 0.0644 -0.0192
Si 0.1036 -0.0356 -0.0338
Si 0.1039 0.0319 0.011
Si 0.0503 -0.0469 -0.0131
Si 0.022 0.0687 -0.0045
Si -0.05 0.0225 0.0253
Si 0.1097 -0.0859 -0.0454
Si -0.0173 -0.0242 0.1054
Si 0.0152 0.1364 0.0351
Si -0.1353 0.035 -0.0022
Si -0.0289 -0.0368 0.0269
Si 0.0382 0.1757 0.0351
Si 0.0484 -0.0246 -0.0001
Si 0.0833 -0.0097 0.0201
Si -0.0926 -0.0551 0.098
Si 0.4394 0.3424 0.5018
Si -0.0687 0.0176 -0.2698
Si 0.1603 0.0716 0.8413
Si 0.0967 -0.037 -0.5014
Si -0.2115 -0.3375 -0.9139
Si 0.041 -0.249 0.452
Si -0.0671 -0.1085 -0.812
Si 0.2391 0.1106 0.5005
Si 0.0064 0.0032 -0.0034
Si 0.0006 -0.0042 0.0029
Si -0.0087 0.002 -0.0037
Si -0.0002 -0.0012 0.0008
Si 0.0224 0.0257 0.0024
Si 0.0061 0.0037 -0.0082
Si -0.0389 -0.0563 0.039
Si -0.0045 -0.0026 -0.0033
Si -0.0293 -0.0324 -0.0069
Si 0.013 0.006 0.0009
Si 0.0082 0.005 -0.006
Si -0.0109 -0.0091 0.0022
Si 0.0294 -0.0151 -0.0058
Si -0.005 -0.0009 -0.0031
Si -0.0342 0.0083 0.0071
Si -0.0605 -0.0216 0.0231
Si 0.0202 0.0107 0.0072
Si -0.0012 0.0018 0.0053
Si -0.0143 -0.0037 0.0197
Si 0.0036 -0.0014 0.0083
B 0.0905 0.029 -0.0352
Si -0.0126 -0.018 0.0137
B -0.002 0.0451 -0.009
Si 0.002 0.0028 0.0088
O 0.0004 -0.0034 -0.0046
O -0.0024 -0.0005 -0.0059
O -0.0051 -0.0074 -0.0155
O 0.0022 0.0024 -0.0005
O 0.0018 0.0002 -0.0035
O 0.0022 0.0026 0.0026
O 0.0012 -0.0024 -0.0005
O -0.0034 0.0019 0.001
O 0.0018 -0.0016 0.0046
O -0.0007 0.0034 0.0035
O 0.0033 0 0.0005
O -0.0013 0.0026 0.0072
Si -0.0005 0.0001 -0.0027
Si -0.0002 0.0029 0.0054
Si 0.0006 0.001 -0.0022
Si 0.0006 0.0039 -0.0008
Si 0.0011 -0.0012 -0.0033
Si 0.0005 0.0011 -0.0018
Si -0.0016 0.001 -0.0003
Si -0.0004 0.0001 0.0013
Si 0.0014 -0.0033 0.0046
Si -0.0007 -0.0002 -0.0026
Si 0.0016 0.0022 0.0008
Si 0.0001 -0.001 -0.0002
Si -0.0019 -0.002 -0.0018
Si 0.0008 -0.0005 -0.0003
Si 0.0011 -0.0008 0.0038
Si -0.0005 0.0002 0
Si -0.0009 -0.0009 -0.0035
Si -0.0021 -0.0002 -0.0018
Si -0.0008 0.0014 -0.0045
Si 0.001 -0.0006 -0.0012
Si 0.0015 0.0015 -0.0046
Si -0.0014 -0.0011 -0.0036
Si -0.0008 0.0018 -0.0041
Si 0.0002 0.0004 -0.0017
Si -0.0009 -0.0009 -0.0035
Si 0.0004 -0.0008 -0.0014
Si -0.0014 -0.001 0.0016
Si -0.0002 -0.0008 -0.0053
Si 0.0027 -0.001 0.0062
Si -0.001 0.0015 -0.0091
Si 0.0015 -0.0006 -0.0047
Si 0.0015 0.0001 -0.0041
Si 0 -0.0005 -0.0041
Si -0.0001 -0.0001 -0.0019
Si 0.0002 -0.002 -0.0026
Si -0.0012 0.0007 -0.0045
O 0.0001 0.0006 0.0004
O -0.0005 -0.0007 0.0016
O 0.0008 0.0029 0.0028
O 0.0013 0.0003 0.0002
O 0.0001 -0.0002 -0.0017
O 0.001 0.0004 0.001
O 0.0008 0.0012 0.0019
O 0.0008 0.0008 -0.0034
O 0.0002 0.0012 -0.0007
O 0.0029 -0.0003 -0.0024
O -0.0003 0.0006 0.0006
O -0.0011 -0.0006 -0.0002
O 0.0008 -0.0002 -0.0011
O -0.0004 -0.0012 0.0006
O -0.0019 0.0017 -0.0039
O -0.0007 0 0.0021
O 0.0006 -0.0002 -0.0024
O 0.0006 -0.0002 0.0008
O 0.0001 -0.0021 -0.0057
O -0.0001 -0.0001 0.0022
O -0.0026 0.0007 -0.0043
O -0.0005 0 0.0002
O -0.0015 0.0005 -0.0003
O 0.0004 -0.0009 0.0008
O 0.0001 0 0.0011
O -0.0014 0.0009 0.0017
O 0.0001 0.0001 0.0006
O 0.0002 -0.0008 0.0014
O 0.0007 -0.0003 0.0002
O -0.0007 -0.0026 0.0067
O -0.0003 -0.0023 0.0038
O -0.0002 0.0009 -0.0009
O 0.0009 0.0004 0.0005
O 0.0012 0.0002 0.0028
O 0.0009 -0.0024 0.0012
O 0.0009 -0.0006 0.0042
O -0.002 0.0008 -0.0032
O 0.0002 0.0006 0.0012
O -0.0006 0.0007 0.001
O 0.0002 -0.0013 -0.0006
O 0.0003 0.0004 0.0004
O 0.0007 -0.0001 -0.0008
O 0 0.0009 0.0025
O 0.001 0.002 -0.0025
O 0.0001 0.0004 0.0004
O 0.0002 -0.0013 0.0014
O 0.0011 -0.001 -0.003
O 0.0023 0.0004 -0.0021
O -0.001 -0.0002 0.0001
O -0.0001 0.0003 -0.0004
O -0.0004 -0.0007 0.0011
O 0.0013 -0.0004 0.0015
O 0.0012 -0.0001 -0.0006
O -0.0025 0.0009 0.0035
O 0.0023 0.0007 -0.0021
O -0.0001 0 -0.0006
O -0.001 -0.0003 -0.0002
O -0.0004 -0.0007 -0.0006
O -0.0005 -0.0024 0.0019
O 0.0015 0.001 0.0008
O -0.0001 0.0002 -0.0003
O -0.0005 0.001 -0.0005
O -0.0012 0 -0.0009
O 0.0002 0.0011 0.0006
O 0.001 0.0004 0.002
O 0 0.0025 0.0054

The program warned: the cutoff lies below the one the program advises for these potential files; the exchange-correlation potential is rough where the density is thin.
